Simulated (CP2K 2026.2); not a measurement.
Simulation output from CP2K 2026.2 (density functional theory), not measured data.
Periodic cell of 504 atoms, Si360O144, from a study of silicon, its oxide and their interface. The atomic structure is a simulated model.
Doubt: the forces sum to 0.95 eV/angstrom along one axis rather than to zero, so they err by at least 0.0019 eV/angstrom per atom on average; the grid cutoff is modest.

Settings
functional: PBE
method: Gaussian and plane waves
basis set: DZVP-MOLOPT-SR-GTH
pseudopotentials: GTH-PBE
grid cutoff: 300 Ry, relative cutoff 40 Ry
k points: Gamma only
occupations: fixed
spin: none
net charge: 0

Cell vectors (angstrom)
a 16.32 0 0
b 0 16.32 0
c -5.465 4.1167 33.9389

Atoms and the computed forces on them: element, x, y, z (angstrom), force x, y, z (eV/angstrom)
Si -2.818 -3.474 -2.906 0.099 0.477 -0.317
Si 0.992 -5.7 -4.739 -0.011 0.01 0.062
Si -4.46 -2.331 -7.087 -0.118 0.055 -0.009
Si -4.575 3.32 -8.637 -0.127 -0.069 -0.094
Si -6.422 5.167 -2.856 0.067 -0.16 0.251
Si 3.901 -6.801 -4.567 -0.052 0.039 0.062
Si 0.836 -0.052 -2.243 -0.059 -0.089 0.099
Si -2.535 3.164 -2.739 -0.184 0.024 0.153
Si 2.48 2.563 -1.911 0.348 0.073 0.541
Si 5.272 5.428 -2.23 0.018 -0.148 0.713
Si -3.492 7.513 -6.627 0.015 -0.063 -0.024
Si -0.734 -7.856 -6.056 0.131 -0.03 -0.048
Si -8.738 -3.723 -4.358 0.03 0 0.052
Si -5.535 0.047 -1.955 0.157 0.166 0.658
Si -9.758 0.261 -2.446 -0.036 0.103 0.049
Si -6.458 8.158 -6.663 -0.059 0.015 -0.012
Si -7.928 8.339 0.267 -0.086 -0.015 0.739
Si -4.913 -5.577 -2.782 -0.007 -0.07 0.035
Si -0.682 -0.514 0.106 -0.096 -0.25 0.539
Si 3.352 3.202 0.148 0.009 0.047 0.014
Si 0.418 5.716 0.178 0.019 -0.022 -0.046
Si 2.078 7.499 0.091 -0.05 -0.22 0.64
Si -0.589 -6.05 0.04 -0.053 0.026 -0.027
Si 3.355 14.339 0.064 -0.011 0.009 0.064
Si 5.08 -0.312 0.219 -0.125 -0.235 0.481
Si -7.647 3.132 0.157 0.02 0.005 -0.069
Si 5.067 4.93 0.077 -0.022 0.012 -0.053
Si 4.929 -4.255 -3.091 -0.008 0.052 0.232
Si 5.986 11.593 -0.107 0.188 0.062 0.626
Si -8.477 -3.117 0.058 -0.026 0.009 -0.019
Si -4.937 0.474 0.233 0.028 -0.017 -0.023
Si -3.391 2.28 0.096 0.089 -0.174 0.624
Si -6.01 4.921 0.19 -0.141 -0.173 0.595
Si -2.308 8.549 0.328 0.298 0.19 0.493
Si -5.692 -5.822 0.179 0.089 0.159 0.728
Si -2.347 -2.33 0.032 0.201 0.185 0.534
Si -1.51 1.342 1.293 -0.021 0.058 -0.077
Si 1.522 4.075 1.427 0 0.008 -0.016
Si -1.281 6.771 1.442 0.015 -0.04 -0.045
Si 1.254 9.393 1.264 -0.016 -0.019 -0.049
Si -1.387 -4.137 1.25 0.053 -0.016 0.028
Si 1.347 -1.283 1.215 0.01 0.01 -0.019
Si 4.115 1.408 1.467 -0.02 0.025 0.014
Si 6.835 4.033 1.357 0.026 -0.007 -0.017
Si 3.994 6.686 1.283 -0.006 0.025 -0.074
Si 6.749 9.678 1.243 -0.005 0.063 -0.077
Si 4.187 12.416 1.216 -0.011 -0.011 -0.065
Si -9.498 -1.409 1.368 0.049 -0.064 -0.066
Si -6.703 1.421 1.458 -0.018 -0.035 -0.019
Si -4.202 4.03 1.421 0.008 0.038 -0.055
Si -6.804 6.726 1.51 0 0.012 -0.047
Si -4.06 -6.819 1.542 -0.041 0.02 -0.012
Si -6.838 -4.15 1.388 0.034 -0.004 -0.067
Si -4.005 -1.33 1.389 -0.002 -0.057 0.016
Si -2.715 0.009 2.827 -0.045 0.011 -0.037
Si -0.006 2.685 2.598 0.005 -0.027 0
Si -2.738 5.401 2.678 -0.031 0.011 0.02
Si 0.013 8.147 2.839 0.02 0.002 -0.006
Si -2.752 -5.341 2.782 0.056 -0.002 -0.04
Si 0.082 -2.785 2.596 -0.088 0.023 -0.101
Si 2.6 0.086 2.707 0.037 -0.028 -0.032
Si 5.554 2.669 2.798 0.009 0.016 -0.03
Si 2.777 5.424 2.86 -0.025 0.004 -0.036
Si 5.372 8.198 2.533 0.03 -0.044 0.008
Si 2.73 10.897 2.461 0.001 0.027 -0.039
Si 5.451 -2.691 2.791 -0.029 0.018 -0.022
Si -8.12 -0.01 2.676 -0.041 0.026 0.003
Si -5.456 2.74 2.923 -0.012 -0.039 -0.048
Si -8.253 5.448 2.806 -0.002 -0.051 -0.024
Si -5.391 8.064 2.826 -0.017 0.024 0.02
Si -8.198 -5.463 2.777 -0.01 0.037 0.011
Si -5.444 -2.715 2.657 0.001 -0.017 0
Si -1.289 -1.408 4.035 0.038 0.03 -0.017
Si 1.293 1.397 4.096 0.003 0.027 0.035
Si -1.346 4.048 4.01 0.013 0.002 0.018
Si 1.39 6.796 4.163 -0.02 0.003 0.025
Si -1.376 9.558 4.101 -0.025 -0.005 -0.004
Si 1.411 12.196 3.975 0.013 -0.01 0.035
Si 4.022 -1.307 4.042 0.015 0.003 -0.002
Si 6.87 1.304 4.126 0.008 -0.008 0.047
Si 4.161 4.048 4.137 -0.012 0.02 -0.011
Si 6.709 6.875 4.045 -0.014 0.029 0.003
Si 4.043 9.546 3.934 -0.017 0.004 0.02
Si 6.792 12.243 4.13 0.031 -0.016 -0.007
Si -6.784 -1.367 4.052 0.004 -0.014 0.02
Si -4.072 1.35 4.194 0.025 -0.003 0.02
Si -6.864 4.107 4.179 -0.004 -0.005 -0.011
Si -4.025 6.738 4.143 -0.014 -0.007 0.012
Si -6.807 -6.842 4.097 -0.018 -0.015 -0.013
Si -4.116 -4.019 4.11 -0.014 -0.005 0.036
Si 0.002 -0.022 5.442 0 -0.018 0.005
Si 2.719 2.72 5.441 -0.023 -0.012 0.015
Si -0.013 5.412 5.431 -0.022 -0.023 0.007
Si 2.749 8.211 5.425 0.009 0.005 0
Si 0.035 10.894 5.409 0.006 0.01 -0.008
Si 2.715 -2.733 5.385 -0.004 0.001 -0.003
Si 5.424 -0.011 5.433 -0.001 -0.005 0
Si 8.16 2.697 5.512 -0.003 -0.02 0.025
Si 5.446 5.474 5.467 0.002 0.009 0.005
Si 8.124 8.154 5.442 0.001 -0.007 0.006
Si 5.4 10.855 5.398 -0.02 -0.006 -0.002
Si 8.173 -2.713 5.443 0.005 0.04 0.01
Si -5.451 -0.028 5.477 -0.023 -0.006 0.006
Si -2.678 2.728 5.463 0.016 0.001 -0.009
Si -5.441 5.437 5.492 -0.006 -0.013 0.016
Si -2.707 8.164 5.461 0.02 0.005 0.021
Si -5.456 -5.44 5.434 0.003 0.017 0.012
Si -2.697 -2.698 5.434 -0.013 0.01 -0.002
Si -1.357 1.349 12.241 0.021 -0.003 0.006
Si 1.35 4.088 12.237 -0.021 0.007 -0.004
Si -1.357 6.793 12.245 0.013 -0.022 -0.006
Si 1.349 9.525 12.235 -0.008 0.01 0.007
Si -1.374 -4.071 12.226 -0.027 0.022 -0.003
Si 1.363 -1.361 12.244 0.01 -0.015 0.001
Si 4.081 1.37 12.237 -0.011 0.013 -0.005
Si 6.807 4.069 12.235 0.019 -0.014 -0.005
Si 4.079 6.792 12.224 0.02 -0.004 -0.001
Si 6.788 9.533 12.244 -0.028 0.022 -0.008
Si 4.09 -4.089 12.25 0.022 -0.03 -0.013
Si 6.799 -1.355 12.244 -0.007 0.021 0.003
Si -6.792 1.347 12.258 0.011 -0.021 -0.006
Si -4.085 4.083 12.254 -0.002 0.014 0.007
Si -6.811 6.798 12.248 -0.01 0.013 0.003
Si -4.078 9.52 12.233 0.016 -0.011 -0.002
Si -6.792 -4.083 12.234 0.013 -0.013 0.003
Si -4.09 -1.352 12.245 -0.02 0.011 -0.01
Si -2.731 0.009 13.608 0.001 -0.003 -0.003
Si -0.003 2.715 13.592 0.002 0.003 -0.01
Si -2.722 5.439 13.612 0.007 0.002 0.002
Si -0.001 8.163 13.603 -0.005 -0.005 -0.004
Si -2.726 -5.429 13.591 0.002 0.006 -0.006
Si -0.026 -2.71 13.589 0.006 -0.011 -0.006
Si 2.725 0.01 13.593 0.003 0.008 -0.004
Si 5.449 2.72 13.602 0.01 -0.002 -0.005
Si 2.717 5.446 13.592 -0.015 -0.012 -0.01
Si 5.43 8.151 13.582 0.022 0.015 -0.009
Si 2.718 10.868 13.598 0.009 0.015 -0.001
Si 5.453 -2.724 13.607 -0.011 -0.013 -0.016
Si -8.157 -0.009 13.619 0.004 0.005 0.001
Si -5.435 2.714 13.621 -0.009 -0.004 0.002
Si -8.157 5.416 13.608 -0.011 -0.005 0
Si -5.445 8.166 13.589 0.004 -0.003 0
Si -8.162 -5.426 13.596 -0.002 -0.01 -0.013
Si -5.444 -2.718 13.601 0.005 -0.002 -0.003
Si -1.377 -1.348 14.968 -0.007 -0.018 -0.008
Si 1.364 1.369 14.952 -0.006 0.001 -0.024
Si -1.372 4.05 14.961 -0.007 -0.018 -0.007
Si 1.384 6.824 14.964 0.009 0.026 0.012
Si -1.375 -6.794 14.948 -0.001 0.019 -0.003
Si 1.34 -4.077 14.921 -0.009 0.007 -0.012
Si 4.086 -1.356 14.942 0.004 -0.012 -0.004
Si -9.505 1.369 14.972 -0.002 0.011 0
Si 4.074 4.081 14.945 0.015 0.02 -0.002
Si -9.53 6.791 14.933 -0.023 -0.001 -0.016
Si 4.058 9.477 14.957 -0.021 -0.022 0.017
Si -9.486 -4.055 14.984 0.027 0.031 -0.001
Si -6.815 -1.394 14.982 -0.009 -0.022 0.013
Si -4.065 1.373 14.996 0.029 0.005 0.008
Si -6.799 4.059 14.99 -0.021 -0.002 -0.006
Si -4.094 6.809 14.953 0.019 0.004 -0.007
Si -6.809 9.528 14.944 -0.022 0.004 -0.019
Si -4.076 -4.064 14.959 0.019 0.001 -0.009
Si -0.048 0.065 16.306 -0.007 -0.003 -0.024
Si 2.764 2.682 16.306 0.018 0.022 0.033
Si 0.011 5.431 16.245 -0.032 0.003 -0.028
Si 2.722 8.151 16.414 -0.001 -0.008 -0.026
Si 0.05 -5.486 16.29 0.008 -0.007 -0.02
Si 2.638 -2.657 16.256 -0.007 -0.001 0.002
Si 5.499 -0.05 16.303 0.022 -0.028 -0.025
Si -8.19 2.74 16.375 0.021 -0.049 0.024
Si 5.377 5.497 16.298 0.01 0.011 -0.032
Si -8.125 8.102 16.272 0.016 -0.011 0.01
Si 5.446 10.857 16.234 0.029 0.007 -0.025
Si -8.143 -2.72 16.44 -0.021 -0.024 -0.007
Si -5.44 -0.027 16.29 0.012 -0.012 0
Si -2.709 2.726 16.405 0.017 0.009 -0.02
Si -5.397 5.406 16.322 -0.012 0.008 -0.01
Si -2.793 -8.096 16.303 0.008 0.01 0.015
Si -5.503 -5.371 16.292 -0.011 0.026 -0.026
Si -2.679 -2.756 16.341 -0.024 0.029 0.002
Si -1.337 1.38 17.789 0.004 -0.028 0.022
Si 1.399 4.092 17.591 -0.018 0.009 0.056
Si -1.381 6.813 17.524 0.02 0.002 0.034
Si 1.359 -6.79 17.768 -0.025 0.029 -0.008
Si -1.263 -4.147 17.658 -0.027 0.041 0.001
Si 1.27 -1.285 17.656 0.04 -0.022 0.037
Si 4.143 1.269 17.636 -0.035 -0.003 0.074
Si -9.618 4.17 17.657 0.019 -0.015 0.041
Si 4.076 6.786 17.808 -0.001 -0.012 -0.009
Si -9.503 9.472 17.558 -0.047 0.034 0.029
Si 4.024 -4.075 17.467 -0.001 -0.032 0.03
Si 6.818 -1.331 17.797 0.027 0.031 0.003
Si -6.795 1.309 17.661 -0.032 -0.004 0.043
Si -4.052 4.11 17.768 -0.025 0 0.013
Si -6.76 6.743 17.661 -0.045 0.004 0.039
Si -4.2 -6.701 17.652 0.053 -0.037 0.024
Si -6.774 -4.091 17.821 0.014 0.02 0.017
Si -4.076 -1.382 17.65 -0.017 -0.003 -0.003
Si -2.717 -0.072 19.06 -0.003 -0.011 0.04
Si 0.085 2.816 19.056 -0.027 0.014 0.047
Si -2.656 5.555 19.04 -0.008 0 0.079
Si -0.072 8.09 18.983 0.013 -0.001 0.034
Si -2.721 -5.434 18.982 0.008 0.074 -0.029
Si 0.026 -2.727 19.056 -0.025 -0.03 -0.011
Si 2.695 0.011 19.023 -0.006 -0.009 0.011
Si 5.415 2.707 18.985 0.037 0.035 0.005
Si 2.696 5.353 19.119 0.01 -0.034 0.048
Si 5.501 8.209 19.056 0.021 -0.018 0.066
Si 2.776 -5.339 19.001 -0.005 0.009 0.048
Si 5.326 -2.784 18.894 -0.035 0.026 0.065
Si -8.107 0.034 19.202 0.067 -0.067 0.016
Si -5.45 2.683 19.026 0.049 -0.055 0.026
Si -8.211 5.479 19.041 -0.04 -0.009 -0.008
Si -5.502 -8.125 19.036 -0.032 -0.003 0.03
Si -8.181 -5.58 19.031 0.053 -0.045 0.034
Si -5.345 -2.704 19.159 0.015 0.013 0.044
Si -1.786 -1.863 20.314 -0.18 -0.197 -0.594
Si 1.848 1.858 20.291 -0.004 -0.012 0.021
Si -0.834 4.641 20.234 0.037 0.02 -0.003
Si 0.889 6.345 20.268 -0.168 -0.139 -0.539
Si -1.882 -7.286 20.156 0.013 -0.038 0.014
Si 1.859 -3.582 20.299 0.009 0.024 0.027
Si 3.604 -1.834 20.205 -0.239 -0.223 -0.491
Si -9.054 1.943 20.256 -0.022 -0.03 -0.005
Si 3.619 3.502 20.321 -0.04 -0.033 -0.044
Si -9.13 7.233 20.385 -0.022 -0.02 0.034
Si 4.59 -6.263 20.199 0.102 0.058 -0.626
Si 6.293 -4.586 20.019 -0.035 -0.024 -0.003
Si -6.437 -1.088 20.516 -0.294 -0.099 -0.784
Si -4.253 1.144 20.364 0.056 0.075 -0.727
Si -7.285 3.61 20.15 -0.163 -0.102 -0.538
Si -3.651 7.361 20.232 0.225 0.075 -0.562
Si -6.203 -6.791 23.275 -0.144 0.022 -0.074
Si -3.495 -3.645 20.327 0.182 0.185 -0.597
Si 4.148 7.837 -7.007 -0.059 0.019 -0.026
Si 3.965 -0.664 23.06 0.044 0.039 -0.098
Si 1.464 -1.332 -8.295 -0.008 0.025 0.007
Si -1.433 4.489 22.475 0.322 0.105 -0.63
Si -1.545 3.543 -8.361 0.003 -0.01 -0.126
Si -6.022 4.888 24.887 0.092 -0.07 0.02
Si 2.668 3.028 24.651 -0.033 0.01 -0.026
Si 0.58 6.216 -4.341 0.033 -0.039 0.047
Si -9.602 2.364 22.52 0.104 0.097 -0.087
Si -8.059 -1.893 23.072 -0.022 -0.045 -0.027
Si 2.744 3.055 -8.202 -0.024 -0.063 0.018
Si -10.389 0.648 -5.254 -0.054 -0.047 0.009
Si -2.863 -7.941 -2.637 0.068 0.024 0.074
Si -7.434 -3.247 -7.054 -0.038 0.019 -0.078
Si 4.563 3.239 -4.148 -0.07 0.065 0.073
Si -1.076 -6.729 22.245 -0.164 -0.206 -0.648
Si 1.598 1.316 22.55 -0.029 0.189 -0.633
Si 4.763 3.733 22.391 0.062 -0.5 -0.418
Si -4.945 0.696 -6.908 0.061 0.054 0.083
Si 3.554 0.345 -6.946 -0.055 0.016 -0.052
Si -0.954 -0.553 23.115 0.047 -0.007 -0.157
Si -2.743 1.92 23.032 0.068 0.025 -0.088
Si 0.635 4.577 -6.825 0.044 0.083 0.042
Si -7.364 -7.386 20.367 -0.134 -0.105 -0.583
Si -7.635 -6.594 -4.146 0.181 -0.005 -0.001
Si -9.595 0.553 23.993 -0.096 0.471 -0.539
Si -6.676 5.514 -8.17 0.029 0.023 -0.044
Si 4.655 4.772 -6.737 -0.045 -0.08 0.047
Si -0.721 -5.871 -2.319 0.088 -0.135 0.668
Si -3.357 0.605 -4.203 -0.12 -0.008 0.023
Si 4.047 -5.424 23.025 0.003 -0.055 -0.239
Si -7.685 -2.128 -1.955 -0.154 -0.338 0.508
Si -2.301 -2.198 -4.81 -0.127 -0.271 0.542
Si 2.993 7.331 -2.821 -0.033 -0.045 0.114
Si 0.303 6.924 23.166 0.071 -0.016 -0.284
Si 1.225 -4.516 22.364 0.205 0.215 -0.63
Si -7.908 -6.101 -8.383 0.014 0.131 -0.005
Si -8.656 7.308 -2.532 0.058 0.033 0.022
Si 0.135 -2.789 24.748 0.121 -0.003 -0.027
Si 0.062 4.585 -1.873 0.05 0.322 0.615
Si -9.087 3.677 -8.084 -0.087 -0.048 -0.087
Si -3.714 5.732 -4.218 0.002 0.047 0.104
Si 1.27 7.389 -7.976 0.012 -0.032 0.025
Si -7.64 2.421 -2.107 0 0.253 0.679
Si -7.954 3.976 22.973 -0.415 -0.617 -0.08
Si 0.673 -2.807 -5.87 -0.124 0.086 -0.031
Si -3.916 6.205 23.077 0.055 0.055 -0.021
Si -9.975 -3.918 22.191 0.042 -0.171 -0.606
Si 2.154 -0.418 -4.516 -0.021 0 0.117
Si -8.041 -4.58 24.331 -0.052 0.12 -0.071
Si -9.843 6.347 22.497 0.151 0.29 -0.529
Si -3.63 -5.242 23.051 0.002 0.06 -0.202
Si 2.946 -1.987 -2.258 0.276 0.043 0.586
Si -8.046 0.983 -7.098 0.014 -0.073 -0.198
Si -1.346 1.344 6.813 -0.007 -0.014 0.007
Si 1.357 4.076 6.802 0.017 0.012 0.006
Si -1.351 6.79 6.803 0 0.01 0.01
Si 1.372 9.54 6.791 -0.001 -0.007 0.01
Si -1.341 -4.078 6.778 0.014 0.006 0
Si 1.37 -1.381 6.784 -0.005 0.003 0.002
Si 4.075 1.353 6.8 0.001 0 0.001
Si 6.797 4.093 6.824 0.011 0.007 0.012
Si 4.077 6.83 6.805 0.001 0.005 0.007
Si 6.77 9.523 6.79 -0.005 -0.001 0.003
Si 4.066 -4.085 6.769 0.008 -0.007 -0.001
Si 6.791 -1.366 6.794 -0.005 -0.01 0.001
Si -6.793 1.339 6.845 -0.001 0.012 0.013
Si -4.065 4.071 6.822 -0.015 -0.008 -0.003
Si -6.816 6.808 6.815 -0.004 -0.011 0.003
Si -4.089 -6.797 6.799 -0.006 -0.006 -0.004
Si -6.802 -4.082 6.805 -0.005 -0.005 -0.002
Si -4.064 -1.365 6.817 0.019 0.017 0.008
Si -2.72 0.006 8.175 -0.01 0.023 0.015
Si 0.011 2.708 8.168 0.012 -0.019 -0.007
Si -2.719 5.446 8.174 -0.011 0.005 -0.008
Si 0.013 8.162 8.146 0.011 -0.008 0.003
Si -2.709 -5.439 8.143 0.003 -0.009 -0.001
Si 0.002 -2.721 8.156 -0.008 0.018 0
Si 2.724 -0.018 8.156 0.021 -0.024 0.006
Si 5.427 2.724 8.163 -0.028 0.024 0.002
Si 2.711 5.456 8.151 -0.02 0.021 0.006
Si 5.439 8.165 8.174 0.005 -0.017 0.005
Si 2.718 -5.426 8.159 -0.012 -0.001 -0.008
Si 5.434 -2.735 8.144 0.022 0 0.005
Si -8.177 -0.013 8.174 -0.011 0.012 -0.006
Si -5.424 2.709 8.182 0.019 -0.015 0.007
Si -8.153 5.437 8.183 0.019 -0.018 0.006
Si -5.451 -8.15 8.166 -0.021 0.018 0.005
Si -8.178 -5.438 8.152 -0.006 0.019 0.001
Si -5.433 -2.73 8.162 0.006 -0.025 -0.008
Si -1.357 -1.361 9.519 -0.006 -0.002 0.001
Si 1.369 1.349 9.522 -0.002 0.004 0.006
Si -1.359 4.074 9.522 -0.004 0.003 -0.001
Si 1.358 6.807 9.519 -0.001 0.001 0.002
Si -1.356 9.518 9.508 0 -0.013 -0.006
Si 1.36 -4.074 9.524 0.003 -0.005 0.004
Si 4.083 -1.373 9.518 -0.006 -0.001 0.001
Si 6.792 1.361 9.524 0.016 -0.003 -0.003
Si 4.069 4.088 9.514 0.002 -0.005 -0.003
Si 6.8 6.803 9.53 -0.003 0.008 0.002
Si 4.073 9.527 9.519 0.011 0.011 0.002
Si 6.795 -4.078 9.518 -0.013 -0.01 0.005
Si -6.802 -1.369 9.52 -0.002 0.008 0
Si -4.073 1.358 9.544 -0.004 0 0.007
Si -6.791 4.072 9.534 0.004 0.003 -0.001
Si -4.086 6.806 9.526 0.002 -0.009 0.003
Si -6.815 -6.795 9.52 0.004 -0.008 0.006
Si -4.073 -4.086 9.514 -0.001 0.016 0.001
Si 0.005 -0.006 10.88 -0.008 -0.004 -0.001
Si 2.717 2.727 10.88 0.009 0.009 0
Si -0.003 5.442 10.873 0.001 0.002 -0.005
Si 2.715 8.165 10.879 -0.004 -0.007 0.005
Si -0.007 10.885 10.873 -0.001 0.003 -0.001
Si 2.725 -2.726 10.891 0 0.006 0.007
Si 5.435 -0.002 10.88 0 0 -0.004
Si 8.167 2.705 10.888 -0.006 0.007 0.003
Si 5.442 5.432 10.876 -0.001 0.001 -0.007
Si 8.152 8.166 10.892 0.002 -0.007 0.002
Si 5.436 10.883 10.875 0.005 -0.003 -0.005
Si 8.159 -2.721 10.884 0.005 -0.006 -0.003
Si -5.447 -0.004 10.882 0.011 0.008 -0.008
Si -2.717 2.723 10.897 -0.007 -0.01 0.001
Si -5.441 5.443 10.89 -0.003 -0.009 0.006
Si -2.714 8.16 10.88 -0.003 0.011 0
Si -5.439 -5.443 10.871 -0.003 0 -0.008
Si -2.731 -2.711 10.876 0.008 -0.008 -0.003
O -2.902 -2.63 -1.499 -0.366 0.174 -0.361
O -3.243 7.229 -8.197 -0.053 -0.259 -0.038
O -3.138 7.02 -3.432 -0.195 -0.041 -0.107
O -3.971 -6.855 -3.051 -0.083 -0.082 -0.519
O 5.434 0.27 -1.289 -0.107 0.395 -0.171
O -2.955 4.41 -3.68 0.243 0.03 -0.377
O -8.58 7.463 -0.934 -0.185 -0.255 0.167
O 2.296 7.908 -1.487 0.017 0.325 -0.069
O -10.824 -4.853 -1.684 0.029 -0.22 -0.205
O -7.853 -2.321 -8.302 0.02 -0.15 -0.129
O -6.772 -6.963 -0.307 0.059 -0.012 -0.25
O -5.048 -5.265 -1.199 0.108 0.408 0.04
O -4.324 0.054 -3.028 0.19 -0.132 -0.051
O -10.826 4.095 -3.127 0.459 -0.371 -0.032
O 3.058 0.657 22.861 0.256 0.286 0.052
O 2.481 -5.131 23.183 -0.145 -0.259 0.433
O -8.549 -5.323 -4.549 -0.183 -0.3 -0.126
O -9.443 -2.398 22.388 -0.312 0.431 -0.289
O -8.16 4.946 -8.405 -0.323 0.55 -0.438
O -5.348 0.066 20.954 -0.083 0.172 0.322
O 0.224 -5.766 22.089 0.344 0.008 -0.323
O -6.725 6.58 -6.946 -0.2 -0.204 0.251
O -0.837 -2.555 -5.393 -0.133 -0.122 -0.203
O -4.219 -4.218 -3.327 -0.267 0.27 -0.629
O 3.277 -0.818 -3.384 0.479 0.295 -0.093
O -10.409 -0.147 -3.859 -0.359 -0.455 -0.081
O 2.688 0.619 -5.607 -0.009 0.359 0.113
O -8.34 -0.443 23.709 0.343 0.085 0.257
O -1.349 -1.464 21.843 0.112 0.027 0.089
O -5.636 4.301 -7.914 0.119 -0.071 0.602
O 3.715 4.324 -7.979 0.125 0.18 -0.298
O -6.944 -7.318 -7.952 -0.098 -0.098 -0.491
O -8.153 2.552 -7.415 0.544 0.102 0.017
O -7.059 -7.028 21.934 -0.207 -0.088 -0.026
O 3.177 -1.708 23.986 0.023 -0.457 -0.25
O -0.5 5.517 23.337 0.104 -0.012 0.64
O 4.246 -1.327 21.627 0.16 -0.186 0.081
O -0.042 -8.118 -7.496 -0.311 0.273 -0.489
O -4.19 7.096 21.765 -0.404 0.134 0.211
O -3.773 -4.154 21.864 -0.339 0.198 0.329
O -5.714 5.279 -1.395 0.415 0.235 -0.138
O 4.604 -7.424 -5.876 0.216 0.18 -0.12
O 2.365 -6.494 -4.918 -0.174 -0.167 -0.084
O 5.042 -0.017 -6.436 0.146 -0.531 -0.163
O 3.751 5.949 -2.489 -0.301 -0.19 0.005
O -6.208 -1.444 -1.98 0.32 -0.076 -0.201
O -7.097 3.807 24.342 0.002 -0.575 0.423
O 1.916 7.02 -3.967 0.034 0.533 -0.586
O -1.294 1.949 -8.232 -0.308 -0.142 0.36
O -9.463 -6.519 -8.245 -0.169 -0.246 0.695
O -7.477 6.361 -3.068 -0.032 -0.13 -0.558
O 0.509 -0.026 -8.134 -0.108 0.409 0.319
O 0.921 4.955 -5.289 0.361 -0.287 0.309
O 4.731 6.376 -6.659 0.198 0.032 0.092
O -6.539 0.583 -6.736 -0.125 -0.33 0.398
O -0.743 -1.472 24.421 -0.566 0.051 0.654
O -0.158 5.718 -3.007 -0.32 0.232 0.309
O -0.217 -6.463 -5.473 -0.302 0.247 0.016
O 3.414 2.525 -3.251 0.17 -0.583 -0.383
O -5.921 -2.865 -6.631 0.069 -0.292 0.719
O -3.461 1.882 21.582 0.001 0.423 -0.141
O 4.723 -8.007 -8.427 -0.392 -0.167 -0.081
O -0.573 -0.005 -1.482 -0.494 0.315 -0.229
O -0.691 -8.129 22.976 -0.432 0.018 0.422
O -10.238 -3.386 -3.832 -0.217 0.631 -0.011
O -7.637 -3.002 24.187 0.492 0.232 0.317
O 1.509 2.57 23.602 -0.345 0.494 0.181
O 1.465 3.253 -7.233 -0.322 -0.403 0.208
O -9.105 -4.896 23.154 0.247 -0.553 0.162
O -8.568 5.489 23.04 0.246 0.31 0.236
O -2.975 8.009 -1.073 -0.586 -0.172 -0.12
O -10.288 7.361 23.692 -0.197 0.406 -0.054
O -3.201 7.113 24.205 0.273 0.379 -0.042
O 3.529 1.693 -7.826 0.276 -0.046 -0.108
O -1.725 -4.647 -2.647 -0.02 -0.067 0.11
O -7.739 -3.148 -3.217 0.433 -0.123 -0.139
O -2.334 -7.79 -6.149 -0.281 0.313 0.13
O 3.572 -3.378 -2.855 -0.246 -0.209 -0.244
O 5.245 5.299 22.278 -0.389 0.405 -0.315
O -6.534 1.26 -2.379 0.245 0.023 -0.031
O 4.3 -6.49 21.816 -0.259 -0.712 0.233
O 4.004 -7.868 -3.362 0.276 0.204 0.393
O -2.154 0.474 23.415 -0.176 -0.043 0.694
O -3.909 -4.458 24.426 -0.314 0.371 0.086
O -5.278 5.571 23.63 -0.032 0.225 -0.441
O -3.418 -2.627 -5.904 0.065 -0.234 0.331
O 0.422 0.245 22.815 -0.14 -0.397 -0.194
O -6.292 -8.092 24.23 0.403 -0.415 -0.005
O -9.059 1.732 -2.538 -0.208 0.334 -0.157
O 3.959 3.498 23.792 0.272 0.416 0.415
O 0.561 -3.401 23.319 -0.034 0.183 -0.033
O -4.873 -8 -6.418 0.228 0.176 0.1
O 4.042 4.225 -5.333 -0.568 0.529 -0.029
O -7.233 -7.542 -5.392 -0.046 -0.19 0.011
O -8.629 0.16 -8.369 -0.424 0.256 -0.06
O 1.714 -1.801 -5.184 0.499 -0.229 0.256
O 4.621 -5.458 -4.099 0.306 -0.146 -0.127
O 5.417 2.137 -4.938 0.194 0.077 -0.297
O 2.536 7.803 -7.069 -0.181 0.175 0.425
O -3.504 2.797 -1.482 -0.212 0.236 -0.126
O -2.482 1.861 -3.691 0.414 -0.042 -0.402
O 1.165 7.192 24.487 0.097 -0.096 0.016
O -1.481 2.953 23.018 0.436 -0.199 0.061
O -6.756 -5.512 24.089 0.053 0.133 -0.016
O -4.686 -6.451 22.848 0.207 -0.518 -0.237
O -8.874 0.65 -5.768 0.41 -0.069 0.109
O 0.842 0.257 -3.825 -0.469 0.454 -0.249
O -8.413 -3.016 -5.78 -0.238 0.362 -0.117
O -8.52 -7.54 -3.175 -0.555 0.185 0.179
O -7.196 3.733 -2.99 -0.421 -0.126 -0.425
O -8.69 -0.874 -2.097 -0.092 -0.045 0.294
O -4.449 -0.748 -7.436 0.43 0.178 -0.235
O 2.94 -0.9 -7.768 0.461 -0.342 -0.164
O 4.642 -5.966 24.408 0.532 0.098 0.068
O 4.791 -4.027 22.664 -0.339 0.361 0.043
O -1.393 -7.272 -2.865 0.282 -0.277 -0.402
O -3.507 6.113 -5.788 0.006 -0.685 -0.39
O -10.065 6.581 -2.806 -0.117 -0.067 -0.358
O 1.824 1.086 -1.603 -0.034 -0.19 0.085
O -6.331 -5.949 -3.443 -0.194 0.175 0.125
O 1.232 6.783 21.834 0.323 0.249 0.183
O -7.547 -4.797 -7.502 -0.023 -0.201 0.139
O -2.965 4.983 22.649 -0.355 -0.184 -0.33
O -4.645 1.834 -8.005 0.17 -0.158 -0.127
O 1.047 5.797 -7.807 0.275 -0.216 -0.194
O 5.331 -0.255 23.799 -0.038 -0.425 0.291
O -4.239 1.041 -5.494 -0.158 0.428 -0.096
O -0.401 7.203 -5.12 -0.338 -0.167 0.091
O 1.377 3.711 -2.23 -0.026 0.142 -0.566
O -10.211 4.145 -7.031 0.261 -0.245 0.167
O -3.101 3.907 -8.392 0.068 0.23 -0.027
O 0.834 -2.564 -7.463 -0.157 -0.339 -0.342
O -1.148 3.516 -1.991 0.202 -0.406 0.235
O 1.139 -4.275 -5.447 0.439 -0.15 0.135
O -3.866 2.342 24.105 -0.499 0.107 -0.289
O -0.929 4.264 -7.052 -0.511 0.084 0.374
O 1.326 -1.635 -2.108 -0.346 -0.292 0.485
O 0.649 -5.607 -3.153 0.483 0.043 0.26
O -6.939 -1.769 21.914 0.091 -0.436 0.087
O -2.348 -0.588 -4.599 0.521 0.386 -0.258
O -2.162 -5.903 23.117 0.048 0.101 0.331
O -6.899 3.913 21.726 0.472 0.008 0.089
O -5.285 5.422 -3.969 -0.048 -0.156 -0.584
O -3.995 -3.118 -8.407 0.334 0.105 -0.067

Results
total energy: -101657.704 eV
total energy less fixed offsets of O -438.25, Si -107.07 eV per atom: -4.504 eV
